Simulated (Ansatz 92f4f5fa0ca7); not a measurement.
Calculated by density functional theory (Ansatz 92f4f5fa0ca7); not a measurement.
Periodic cell of 213 atoms, Si132O78H3, from a study of silicon, its oxide and their interface. The atomic structure is a simulated model.
Doubt: the cutoff is far below the 930 eV that the study's wrapper takes by default for these files, so forces and energies are approximate.
This geometry differs little from another in the collection (a relaxation step or a small displacement).

Settings
functional: PBE
potential files: Ansatz PAW
basis: plane waves
wave-function cutoff: 580 eV
density cutoff ratio: 5
exchange-correlation grid ratio: 1
k mesh: 1 x 1 x 1, Gamma-centred
self-consistency stop: 5e-08 eV per atom in the density residual
occupations: fixed
spin: none
net charge: -1 e, with a uniform compensating background and no finite-size correction

Cell vectors (angstrom)
a	10.938	0	0
b	0	10.938	0
c	0	0	31.231

Atoms: element, x, y, z (angstrom)
Si	10.432	0.5408	23.7617
Si	6.1139	10.3335	23.8718
Si	2.268	3.114	23.7709
Si	8.6339	2.3663	23.8091
Si	0.6531	4.9712	23.8545
Si	4.9929	5.9371	23.8769
Si	3.2796	7.6351	23.9061
Si	7.7883	8.5328	23.8323
Si	1.2877	1.408	25.071
Si	6.9486	1.2722	25.0655
Si	4.0585	4.0876	25.0215
Si	9.7034	4.0681	25.0394
Si	1.5134	6.7217	25.1657
Si	6.7869	6.8514	25.1249
Si	4.2186	9.4845	25.039
Si	9.5616	9.6055	24.9908
Si	2.7554	-0.0292	26.3011
Si	8.2721	-0.0293	26.5247
Si	0.0281	2.7477	26.5524
Si	5.4979	2.6938	26.3143
Si	2.7983	5.3837	26.5882
Si	8.246	5.4393	26.3407
Si	0.0406	8.1931	26.3203
Si	5.5009	8.206	26.5711
Si	4.1059	1.3523	27.7192
Si	9.6055	1.3552	27.8726
Si	1.3868	4.0825	27.914
Si	6.8634	4.0689	27.7257
Si	4.1447	6.8072	27.893
Si	9.5855	6.8437	27.7303
Si	1.3954	9.5565	27.7297
Si	6.8714	9.5794	27.8798
Si	0.0421	-0.0308	29.1761
Si	5.4583	0.0161	29.1719
Si	2.7673	2.6941	29.19
Si	8.2012	2.729	29.1761
Si	-0.0127	5.4895	29.1795
Si	5.5231	5.4237	29.184
Si	2.7329	8.2001	29.1751
Si	8.2326	8.1792	29.1821
Si	1.3673	1.3673	30.5472
Si	6.8362	1.3673	30.5472
Si	4.1018	4.1018	30.5472
Si	9.5708	4.1018	30.5472
Si	1.3673	6.8362	30.5472
Si	6.8362	6.8362	30.5472
Si	4.1018	9.5708	30.5472
Si	9.5708	9.5708	30.5472
Si	2.7345	0	0.6835
Si	8.2035	0	0.6835
Si	0	2.7345	0.6835
Si	5.469	2.7345	0.6835
Si	2.7345	5.469	0.6835
Si	8.2035	5.469	0.6835
Si	0	8.2035	0.6835
Si	5.469	8.2035	0.6835
Si	4.0661	1.3996	2.0638
Si	9.5525	1.376	2.047
Si	1.39	4.0793	2.0429
Si	6.7977	4.1431	2.0621
Si	4.1179	6.8204	2.042
Si	9.5403	6.8653	2.0603
Si	1.3436	9.5976	2.0557
Si	6.8359	9.5604	2.0508
Si	-0.0346	0.0285	3.4693
Si	5.4428	0.0032	3.358
Si	2.7232	2.7636	3.5275
Si	8.1605	2.7504	3.3722
Si	0.004	5.4616	3.3279
Si	5.4372	5.4918	3.5218
Si	2.7454	8.2067	3.3413
Si	8.1547	8.2074	3.5043
Si	1.2999	1.4148	4.8838
Si	6.7499	1.4019	4.7073
Si	4.0794	4.1397	4.9639
Si	9.5525	4.1333	4.669
Si	1.3869	6.8201	4.6426
Si	6.7773	6.8703	4.9492
Si	4.0822	9.5766	4.7051
Si	9.5016	9.6191	4.8545
Si	2.6946	-0.051	6.1082
Si	8.0979	0.1218	6.1484
Si	-0.1041	2.8398	6.1804
Si	5.5077	2.7253	6.2402
Si	2.6649	5.5966	6.2438
Si	8.1595	5.3448	6.1326
Si	0.002	8.1371	6.0016
Si	5.3794	8.3342	6.2764
Si	4.444	0.8833	7.3747
Si	8.9504	1.9807	7.3443
Si	0.7923	4.6789	7.374
Si	7.2487	3.6748	7.5345
Si	3.5201	7.4652	7.4877
Si	10.0014	6.3469	7.2162
Si	1.6694	9.1268	7.315
Si	6.2673	10.2658	7.4027
H	9.3248	1.5626	8.7493
O	3.9485	0.8311	8.9833
O	6.5715	10.3923	9.0604
O	0.8262	9.6609	8.6713
O	3.9643	7.1129	9.0613
O	9.7965	6.7471	8.8151
O	0.9861	4.522	9.0288
H	2.8239	7.9312	22.5147
H	5.3775	5.6145	22.4619
O	7.9852	3.157	22.4309
O	0.1454	11.0586	22.2835
O	0.495	5.6653	22.3339
O	2.5833	2.5116	22.2266
O	5.8948	-0.1446	22.2993
O	8.1509	7.8791	22.3242
Si	10.9837	9.221	13.9764
Si	5.8957	8.1398	16.3961
Si	9.1659	0.9537	19.1485
Si	3.2448	7.1159	17.5576
Si	2.2906	4.5813	18.9928
Si	0.7147	2.4335	14.5596
Si	7.1639	5.7707	11.5857
Si	8.6414	3.1562	20.9354
Si	5.5027	3.3562	12.0099
Si	1.2446	3.6985	10.3937
Si	2.462	0.7637	18.2896
Si	2.9655	9.3936	19.7128
Si	5.9716	3.5738	16.1387
Si	3.1307	2.2914	20.7155
Si	7.2866	5.9682	14.6265
Si	6.17	1.2366	14.2963
Si	9.9766	4.8031	15.6453
Si	8.3588	3.6471	18.0742
Si	10.7242	1.5155	11.7191
Si	4.0018	10.0075	14.6555
Si	3.5979	1.5608	10.3823
Si	6.8024	9.3977	10.3171
Si	5.1421	-0.1709	20.8773
Si	0.5394	9.6169	10.2574
Si	2.4655	10.0888	12.2117
Si	8.9206	7.885	20.8855
Si	7.2786	9.5638	18.8686
Si	8.4339	10.6984	12.8173
Si	3.053	5.4069	12.388
Si	10.7656	5.2854	20.9023
Si	9.1788	7.4539	10.1096
Si	1.4763	6.6331	14.9009
Si	4.7115	7.2366	10.4951
Si	2.8985	3.0959	16.5079
Si	1.1605	10.6761	16.0382
Si	0.1125	10.3101	20.8434
O	7.8378	8.2876	9.7282
O	10.0544	9.0385	20.9224
O	8.0846	4.0438	19.6568
O	4.8214	7.2535	17.2167
O	11.0138	9.5523	15.587
O	9.3644	4.582	17.1616
O	3.1902	1.61	17.1102
O	4.1134	9.4599	20.882
O	0.7433	1.9935	12.9898
O	8.483	1.5818	20.5047
O	3.288	3.7766	20.0273
O	0.9599	5.1836	19.722
O	3.1301	0.516	11.579
O	2.3724	7.2316	16.162
O	6.0187	2.3111	13.1182
O	8.4701	10.5951	18.4866
O	6.6666	9.0841	17.4525
O	5.0714	8.9955	15.3007
O	6.2269	10.474	19.708
O	3.6481	6.7405	11.6408
O	0.626	7.687	13.9481
O	10.3021	8.5356	10.6748
O	10.3838	3.4076	14.8911
O	4.7398	0.489	14.4374
O	1.9493	9.1505	10.9815
O	9.4813	9.5404	13.3822
O	2.6681	10.2386	15.563
O	4.4646	1.3352	20.7356
O	6.0227	6.2688	10.5365
O	2.0774	1.5774	19.6588
O	3.5313	10.5578	18.702
O	4.9094	2.4438	10.7984
O	0.5383	1.1073	15.45
O	2.3655	2.5671	10.1004
O	4.2994	4.3417	12.554
O	6.3735	4.682	15.021
O	2.7379	8.1358	18.7293
O	8.8624	5.5708	14.7384
O	5.3478	8.7405	10.7479
O	6.8865	4.158	11.6228
O	6.9369	6.3926	13.093
O	0.2204	0.222	10.7783
O	6.8424	3.7788	17.4936
O	1.1886	-0.0373	17.6474
O	10.1633	3.7627	21.0798
O	6.3932	2.0675	15.6771
O	9.2543	1.0936	12.3091
O	7.838	8.2659	19.7069
O	1.884	3.7397	17.6343
O	1.8101	4.7276	11.5502
O	4.3663	3.7839	16.37
O	2.1486	3.0935	15.0488
O	1.5759	9.7198	20.4706
O	7.4977	10.1232	11.608
O	10.5991	0.4341	19.697
O	3.5712	9.4078	13.1945
O	10.7985	2.8846	10.8089
O	9.6357	6.4346	20.5642
O	6.9823	7.2127	15.627
O	1.1051	10.2076	13.1776
O	7.4238	0.2222	14.024
O	0.3894	5.7035	15.6837
O	9.1061	2.171	18.0483
O	2.4728	5.8441	13.8648
O	8.6718	6.2619	11.1394
O	3.2138	5.7292	18.3645

Results
free energy: -128315.113 eV
free energy less fixed offsets of H -15.97, O -568.88, Si -635.61 eV per atom: 5.957 eV

Forces (eV/angstrom), in the order of the atoms: element, x, y, z
Si	-0.0165	0.0157	0.0224
Si	0.0063	-0.0096	0.0335
Si	-0.0118	0.0094	0.0271
Si	0.0162	-0.0107	0.0234
Si	0.0038	-0.0186	0.0286
Si	-0.0072	0.004	0.003
Si	0.007	-0.005	0.0031
Si	-0.005	0.0087	0.0239
Si	-0.0138	0.0071	0.0217
Si	0.0135	-0.0086	0.0112
Si	-0.0032	0.0168	0.021
Si	0.0101	-0.0048	0.0143
Si	0.0195	-0.0041	0.0121
Si	-0.0193	0.0025	0.0197
Si	0.0083	-0.0209	0.0161
Si	-0.0059	0.0085	0.0185
Si	0.0012	0.0063	-0.0135
Si	-0.0046	-0.0054	-0.027
Si	0.0016	0.0028	-0.0253
Si	-0.0048	-0.0013	-0.0134
Si	0.0029	0.0044	-0.0304
Si	0.0019	0.0078	-0.0093
Si	-0.0025	-0.0013	-0.0086
Si	-0.0063	-0.0027	-0.0288
Si	0.0016	-0.0013	0.017
Si	0.0031	0.0031	0.0153
Si	-0.0062	0.0018	0.0088
Si	0.0028	0.0017	0.0075
Si	0.0014	0.0054	0.0062
Si	0.003	-0.0031	0.0111
Si	-0.0001	-0.0037	0.0125
Si	0.005	0.0074	0.0201
Si	0.0049	-0.0116	-0.0065
Si	-0.005	0.0061	-0.0068
Si	0.0137	-0.0028	-0.0071
Si	0.0026	0.0045	-0.002
Si	-0.0107	0.0033	-0.0081
Si	0.0073	-0.0154	0.0001
Si	-0.0029	0.0066	-0.0003
Si	0.0015	-0.0075	-0.0068
Si	0.1403	-0.2679	0.0249
Si	-0.1199	0.0905	0.0419
Si	0.2208	-0.1506	-0.0513
Si	-0.1148	0.1061	-0.0141
Si	-0.1	0.1026	0.0655
Si	0.2	-0.1599	-0.0175
Si	-0.0608	0.0612	-0.0261
Si	0.2306	-0.1021	-0.0673
Si	-0.1844	0.2172	0.1171
Si	0.0125	-0.1301	-0.0533
Si	0.0749	-0.1024	-0.0595
Si	-0.1508	0.1964	0.1681
Si	0.1102	-0.1334	-0.1164
Si	-0.1674	0.1587	0.126
Si	-0.1647	0.1721	0.1358
Si	0.1215	-0.1145	-0.1203
Si	-0.009	0.0086	-0.0004
Si	0.007	0.0005	0.0232
Si	0.0211	-0.0091	-0.011
Si	-0.0033	-0.0012	0.016
Si	0.0087	-0.0074	0.0127
Si	-0.0038	0.0078	0.0001
Si	-0.0102	0.005	0.0034
Si	0.0084	-0.0152	-0.0146
Si	0.0036	-0.0063	-0.0119
Si	-0.0007	-0.007	-0.0198
Si	0.0018	-0.012	-0.0295
Si	-0.0064	0.004	0.0254
Si	-0.0004	0.0083	-0.0183
Si	0.0065	-0.0017	-0.0023
Si	-0.0115	0.0154	-0.0172
Si	0.0203	-0.0051	-0.0307
Si	0.0172	0.0079	-0.0003
Si	-0.0578	0.0058	0.0248
Si	-0.0115	-0.042	-0.0076
Si	-0.005	0.0514	0.0318
Si	0.007	-0.0044	0.0178
Si	0.044	-0.001	-0.0114
Si	0.0015	-0.0085	0.0091
Si	-0.0137	-0.0194	-0.004
Si	0.0184	0	-0.022
Si	0.0336	0.0222	0.0124
Si	-0.0268	-0.0165	0.003
Si	-0.0326	-0.0131	-0.0227
Si	-0.0141	0.0115	-0.0182
Si	0.0293	0.03	-0.0354
Si	-0.0097	-0.0213	-0.0253
Si	-0.0025	0.0173	-0.0059
Si	0.0122	0.0113	-0.1068
Si	0.0204	-0.004	0.1905
Si	-0.0209	-0.004	-0.0759
Si	-0.0658	0.0591	0.2093
Si	0.0015	0.0043	-0.0487
Si	-0.0081	-0.0172	-0.0848
Si	0.0014	-0.0076	-0.01
Si	-0.0048	0.0014	-0.0646
H	0.026	-0.0258	-0.2283
O	-0.0386	0.0085	0.1061
O	0.0052	-0.0216	0.0872
O	-0.0099	-0.0018	0.0592
O	-0.0035	0.0078	0.0826
O	-0.0087	0.0429	0.095
O	0.0206	-0.0008	0.0961
H	0	-0.0007	-0.0038
H	0.0043	-0.0017	-0.0031
O	-0.0046	0.008	-0.0645
O	0.0104	-0.0153	-0.0671
O	-0.008	0.0075	-0.0671
O	0.0146	-0.0096	-0.075
O	-0.0108	0.0074	-0.0708
O	0.0132	-0.0078	-0.0703
Si	-0.0061	0.0199	-0.1028
Si	0.0009	-0.0004	-0.0433
Si	0.0048	0.0098	0.0517
Si	-0.0089	0.0025	-0.0048
Si	-0.0037	-0.0034	0.0402
Si	0.002	-0.0154	-0.1059
Si	0.0163	-0.0209	-0.1633
Si	0	-0.0024	0.0852
Si	0.0051	-0.0027	-0.1606
Si	-0.0221	-0.0048	-0.1645
Si	-0.0037	-0.0059	0.0181
Si	0.0045	0.0064	0.0545
Si	0.0061	-0.0029	-0.0493
Si	-0.0086	0.0037	0.0843
Si	-0.0126	0.0037	-0.1214
Si	0.0081	0.0125	-0.1134
Si	0.0013	-0.0005	-0.0522
Si	0.002	0.005	0.0229
Si	-0.0085	0.0108	-0.169
Si	-0.0133	0.0097	-0.0987
Si	0.0178	0.0074	-0.1385
Si	-0.0153	0.0096	-0.1563
Si	0.0037	-0.0005	0.0888
Si	-0.0144	0.0102	-0.1259
Si	-0.0038	0.0239	-0.1457
Si	-0.003	-0.0015	0.0883
Si	-0.0044	0.0012	0.0383
Si	-0.0095	0.0039	-0.144
Si	0.0124	-0.0095	-0.1477
Si	0.0107	-0.0053	0.0888
Si	0.0011	-0.0238	-0.1429
Si	0.0098	-0.0073	-0.0912
Si	0.0234	0.0032	-0.1273
Si	-0.0093	0.0018	-0.0323
Si	-0.0036	-0.005	-0.0492
Si	0.0024	0.0094	0.0847
O	0.003	0.0026	0.0684
O	-0.0009	-0.0014	-0.036
O	-0.0024	-0.0018	-0.0308
O	0	-0.0006	0.0045
O	0.0042	0.0019	0.0377
O	-0.0055	-0.0021	0.0106
O	0.003	-0.0013	0.004
O	-0.0011	0.0004	-0.0404
O	0.0112	0.0126	0.0972
O	0.0031	-0.0097	-0.0414
O	-0.0012	0.0007	-0.0321
O	0.0087	-0.0015	-0.0319
O	-0.0148	-0.0358	0.0762
O	0.0106	0.0044	0.0313
O	0.0091	-0.0322	0.0898
O	-0.0013	-0.0032	-0.0164
O	0.0039	0.0051	0.0032
O	0.0169	-0.0164	0.0352
O	0.0089	-0.0064	-0.032
O	-0.0268	-0.0159	0.0725
O	0.0037	-0.0118	0.0454
O	0.0073	0.0082	0.0578
O	-0.0067	0.0114	0.0346
O	-0.0067	-0.0096	0.0375
O	0.0135	0.0008	0.0692
O	0.0158	-0.0127	0.0558
O	-0.008	0.004	0.0311
O	-0.0006	0.0008	-0.0367
O	-0.0012	-0.0058	0.0573
O	0.0018	-0.0031	-0.0261
O	-0.0028	-0.0014	-0.0195
O	0.0002	0.0119	0.0745
O	0.0022	-0.0053	0.0334
O	-0.0008	0.0041	0.0662
O	-0.0147	0.0082	0.0545
O	-0.0034	-0.0089	0.0424
O	0.0015	-0.0022	-0.0181
O	0.0127	-0.0042	0.0379
O	-0.01	-0.0007	0.0607
O	-0.0123	0.0047	0.0705
O	0.0067	0.0067	0.107
O	0.0056	0.0025	0.0709
O	0.0034	-0.0006	0.006
O	0.0051	0.0023	0.0042
O	0.0014	0.0025	-0.0378
O	-0.0015	0.0139	0.0362
O	-0.0104	-0.0101	0.0623
O	-0.0035	0.0041	-0.0335
O	0.002	0.0036	0
O	0.0219	0.0212	0.0796
O	-0.0059	0.0004	0.0132
O	0.0115	0.0031	0.0397
O	0.0009	-0.0008	-0.0337
O	0.0201	0.0217	0.0944
O	-0.0031	0.0015	-0.0311
O	0.0155	-0.0038	0.0738
O	-0.004	-0.0162	0.0761
O	-0.0027	0.0052	-0.0346
O	-0.0081	0.0166	0.0371
O	-0.0123	-0.0157	0.0743
O	-0.0156	0.0057	0.0524
O	-0.0061	-0.0018	0.0232
O	-0.0003	-0.0034	-0.0132
O	-0.0252	0.0183	0.0779
O	-0.0116	0.005	0.074
O	0.0023	0.0016	-0.0137

The program warned: the cutoff lies below the one the program advises for these potential files; the forces do not sum to zero within the program's tolerance; the exchange-correlation potential is rough where the density is thin.
